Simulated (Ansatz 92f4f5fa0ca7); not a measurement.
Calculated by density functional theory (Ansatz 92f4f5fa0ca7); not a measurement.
Periodic cell of 151 atoms, Si88O61N2, from a study of silicon, its oxide and their interface. The atomic structure is a simulated model.

Settings
functional: r2SCAN
potential files: Ansatz norm-conserving
basis: plane waves
wave-function cutoff: 1300 eV
density cutoff ratio: 4
exchange-correlation grid ratio: 1
k mesh: 2 x 2 x 1, shifted by 0.5 0.5 0.5 of a step
self-consistency stop: 5e-08 eV per atom in the density residual
occupations: Fermi-Dirac, 0.05 eV
spin: none
net charge: 0

Cell vectors (angstrom)
a, 10.88, 0, 0
b, 0, 10.88, 0
c, 0, 0, 21.5829

Atoms: element, x, y, z (angstrom)
Si, 0.0458, -0.1178, -0.2487
Si, 3.234, 2.3143, 0.0314
Si, -0.3229, 5.9642, -0.516
Si, 1.8031, 8.9764, -0.5002
Si, 5.5506, 0.1517, 0.3973
Si, 7.9355, 2.7776, 0.4211
Si, 5.6492, 4.8204, -0.1497
Si, 8.1157, 7.8706, 0.2686
Si, 1.3514, 1.2843, 1.1888
Si, 4.0675, 4.0252, 1.4175
Si, 1.2761, 6.9929, 0.8667
Si, 4.1588, 9.65, 1.5484
Si, 6.8001, 1.4062, 1.8322
Si, 9.5702, 3.9877, 1.4028
Si, 6.5888, 6.5882, 1.3948
Si, 9.4548, 9.5989, 1.2629
Si, 0.0674, 2.6574, 2.704
Si, 2.6607, 0.0516, 2.7846
Si, 0.0023, 8.1676, 2.5441
Si, 2.6276, 5.5638, 2.4912
Si, 5.3619, 2.8027, 2.9544
Si, 8.2451, -0.0371, 2.8663
Si, 5.3808, 8.0765, 2.728
Si, 8.1975, 5.4254, 2.7014
Si, 1.3548, 4.1275, 3.9907
Si, 3.9851, 1.3894, 4.2029
Si, 1.2915, 9.5076, 4.0798
Si, 3.9696, 6.8187, 4.0422
Si, 6.8756, 4.1216, 4.1723
Si, 9.6259, 1.3465, 4.1847
Si, 6.8212, 9.4359, 4.1063
Si, 9.5692, 6.8291, 4.0482
Si, 0.0256, -0.0435, 5.5889
Si, 2.6051, 2.7642, 5.4708
Si, -0.0281, 5.4017, 5.4476
Si, 2.7278, 8.2454, 5.4374
Si, 5.4732, 0.0253, 5.4033
Si, 8.2112, 2.7162, 5.5064
Si, 5.5065, 5.597, 5.3325
Si, 8.2953, 8.2053, 5.4857
Si, 1.3717, 1.3282, 6.9741
Si, 4.0484, 4.2629, 6.5088
Si, 1.3591, 6.8385, 6.742
Si, 4.1251, 9.6533, 6.8233
Si, 6.7818, 1.3956, 6.8204
Si, 9.5215, 4.0082, 6.9549
Si, 6.9859, 6.8137, 6.8057
Si, 9.4996, 9.5726, 7.0313
Si, -0.0914, 2.5078, 8.3635
Si, 2.8572, 0.1256, 8.4315
Si, 0.2509, 8.2287, 8.3013
Si, 2.6983, 5.3957, 7.989
Si, 5.5539, 3.1127, 7.8097
Si, 7.9273, 0.077, 8.4022
Si, 5.4764, 8.1358, 7.9504
Si, 8.3747, 5.5386, 8.3889
Si, 1.296, 4.0796, 9.397
Si, 3.4374, 2.0429, 9.952
Si, 2.0491, 9.197, 9.7166
Si, 4.132, 6.7699, 9.1894
Si, 6.4932, 4.5307, 9.3881
Si, 9.6639, 0.744, 9.8898
Si, 6.606, 9.336, 9.5858
Si, 10.2622, 6.5203, 9.7211
Si, -0.9521, 0.3241, 15.7432
Si, -1.8656, 0.3608, 12.7923
Si, 3.7235, 12.1172, 14.5001
Si, 5.643, 3.0221, 11.7818
Si, 10.3222, 5.9601, 17.8189
Si, 6.3168, 1.7895, 13.6518
Si, 9.053, 8.2992, 16.1045
Si, 3.5987, -2.8784, 16.1657
Si, 11.7212, 9.0951, 15.0133
Si, 2.3155, 10.101, 12.7156
Si, 6.1103, 3.2603, 16.5447
Si, 9.2533, -1.9949, 11.0001
Si, 6.3534, 7.7101, 14.5186
Si, 4.7584, 1.0217, 17.4531
Si, 4.9622, 5.8528, 12.9741
Si, 7.6248, -0.3741, 17.5875
Si, 9.46, 1.1702, 19.7707
Si, 5.0858, 8.7403, 12.2138
Si, 3.7834, 4.318, 15.0473
Si, 4.0562, 3.6715, 19.0213
Si, 6.3656, -1.8229, 19.7348
Si, 2.387, 5.4574, 17.1715
Si, 9.1941, 3.0515, 17.4126
Si, 14.5601, 9.5092, 18.8112
O, 3.231, -1.6331, 21.8152
O, -0.4026, -6.4518, 0.0539
O, 3.134, 2.7774, 20.0343
O, 4.4515, 1.2303, -0.1353
O, -0.4519, 5.9358, 19.4364
O, 2.8651, 4.6217, 18.4457
O, 2.2343, 9.1581, 19.4702
O, 6.3668, -0.4945, 20.6909
O, 7.3751, -2.8786, 20.3888
O, 6.9509, 3.8343, -0.3566
O, 8.4713, 1.6792, 20.9407
O, 5.0036, 4.7143, 19.8898
N, 4.9587, 2.7083, 17.8095
O, 9.1959, 6.6792, -0.0176
O, -0.9702, 0.5532, 14.1282
O, 0.4131, 5.2845, 10.1831
O, 4.4455, 2.0094, 11.256
O, 2.1912, 3.0978, 10.3939
O, 1.8941, 10.0779, 11.1422
O, -4.5598, 8.7881, 13.2947
O, 5.0832, 15.3661, 12.1752
O, 5.109, 11.5808, 13.8545
O, 8.9912, 9.6521, 12.4061
O, 5.3209, 5.6674, 9.7269
O, 9.4963, 1.2315, 11.4818
O, 7.5763, 3.3792, 17.2696
O, 7.8588, 8.4789, 10.2464
O, 9.9955, 7.4244, 11.0988
O, 5.5446, 9.5323, 10.8679
O, 2.1927, -2.5889, 15.412
O, -3.3086, 0.8843, 13.2315
O, 3.7986, 0.8986, 16.1078
O, -0.7893, -0.8857, 10.0889
O, 2.5102, 11.4768, 13.6163
O, 4.2707, 13.7257, 8.8153
O, 3.0828, -2.9859, 9.9537
O, 9.7437, 2.5288, 18.8657
O, 9.6522, 1.8103, 16.3998
O, 6.7455, 3.4186, 10.612
O, 7.69, 7.765, 15.4048
O, 10.3617, 8.1985, 15.1312
O, 3.6959, -1.7236, 17.2546
O, 5.1856, 4.4834, 15.9202
O, 11.9382, 9.3719, 13.4359
O, 4.723, 7.1386, 12.0041
O, 3.7064, 13.7426, 14.3249
O, 9.8571, 4.5213, 17.1871
O, 6.3125, 0.5174, 17.1301
O, 9.3932, 7.2281, 17.3204
O, 11.4081, -0.4264, 15.9228
N, 8.7786, 10.0261, 16.3869
O, 4.9841, 8.0131, 15.3438
O, 2.4152, -6.4523, 15.9134
O, 6.5177, 2.4603, 15.1547
O, 3.5061, 6.5909, 16.9236
O, 4.8046, 8.6267, 19.6001
O, 3.7363, 9.3517, 12.8374
O, 4.084, 0.221, 18.7103
O, 6.9398, -1.6915, 18.215
O, 11.8385, 6.1835, 17.2845
O, 8.5146, 0.2988, 18.7679
O, 3.724, 5.5765, 14.0133
O, 6.2888, 6.211, 13.8735

Results
free energy: -39249.818 eV
free energy less fixed offsets of N -289.75, O -463.61, Si -117.95 eV per atom: -10.508 eV
pressure: -1.83 GPa
stress xx, yy, zz, yz, xz, xy (GPa, positive in tension): 1.68, 1.78, 2.03, 0.88, 0.69, -1.54

Forces (eV/angstrom), in the order of the atoms: element, x, y, z
Si, 0.2293, -0.4688, 0.14
Si, -0.0921, -0.3279, -0.3902
Si, -0.6682, -0.6814, -0.228
Si, 0.2766, 0.499, -0.3016
Si, 0.3059, 0.4062, -0.3389
Si, -0.4581, -0.1937, -0.1254
Si, 0.1161, -0.2632, -0.3074
Si, 0.1483, -0.468, -0.2759
Si, 0.3347, 0.2285, -0.1531
Si, 0.1786, -0.2039, -0.3501
Si, 0.0584, 0.2221, 0.1311
Si, -0.2248, -0.1768, -0.4125
Si, 0.051, 0.022, -0.1396
Si, 0.2225, -0.1265, -0.2668
Si, 0.0222, -0.0026, -0.2974
Si, -0.2214, 0.0388, -0.1
Si, 0.0589, -0.1561, -0.101
Si, -0.023, 0.0858, 0.1566
Si, -0.0613, 0.09, 0.1548
Si, 0.0376, -0.0116, -0.1509
Si, -0.0597, -0.0267, 0.2548
Si, 0.0787, 0.0121, 0.0863
Si, -0.1059, -0.1075, 0.1462
Si, -0.1151, 0.0309, 0.243
Si, -0.1717, -0.031, -0.0577
Si, -0.0323, 0.1639, -0.179
Si, 0.1246, -0.0316, -0.1932
Si, 0.4073, 0.4509, -0.201
Si, -0.0156, -0.1665, -0.3366
Si, -0.0634, -0.0784, 0.0337
Si, 0.046, 0.1185, -0.0249
Si, -0.173, -0.0391, -0.2315
Si, -0.0319, 0.1718, 0.0677
Si, 0.3108, -0.0589, 0.0508
Si, 0.1429, 0.0991, 0.0836
Si, -0.2144, -0.1197, 0.163
Si, -0.0386, -0.0808, 0.1163
Si, -0.0793, 0.1042, 0.005
Si, 0.054, 0.0186, 0.1154
Si, -0.1138, -0.0365, 0.0256
Si, 0.161, -0.0449, -0.1309
Si, 0.4813, -0.1962, -0.3058
Si, 0.0094, 0.1917, -0.0172
Si, -0.0415, 0.1315, -0.0162
Si, 0.0542, -0.0937, 0.0689
Si, -0.0792, -0.0447, 0.0737
Si, 0.0124, -0.1993, -0.0436
Si, 0.0582, -0.1965, 0.2328
Si, -0.0783, -0.1322, 0.2977
Si, 0.0244, -0.0039, 0.1602
Si, 0.1366, -0.4321, 0.1108
Si, -0.2214, 0.0118, 0.2491
Si, -0.551, 0.3375, -0.212
Si, -0.0022, -0.0156, -0.0197
Si, 0.1372, 0.3464, 0.1833
Si, 0.0238, 0.1203, 0.3834
Si, -0.1639, 0.3041, 0.2863
Si, 0.0357, 0.7278, -0.2144
Si, 0.2206, -0.0187, -0.3018
Si, -0.1875, -0.2657, 0.0136
Si, 0.2128, 0.17, -0.3061
Si, -0.3144, 0.3199, -0.0512
Si, -0.0873, -0.3584, 0.3335
Si, 0.1239, -0.0219, -0.2637
Si, 0.2328, -0.0257, -0.0089
Si, 0.1673, 0.0298, 0.5424
Si, -0.0132, -0.0233, 0.2382
Si, 0.1466, 0.0565, 0.1629
Si, 0.1119, 0.2755, -0.3908
Si, 0.015, -0.4032, 0.8163
Si, 0.0365, -0.3379, -0.134
Si, -0.0653, -0.1604, 0.0035
Si, -0.0797, -0.2035, 0.2727
Si, -0.1032, -0.1598, 0.5123
Si, 0.092, 0.2955, -0.035
Si, -0.0319, -0.3613, 0.0935
Si, 0.1403, 0.0146, 0.3862
Si, -0.224, -0.05, 0.0721
Si, -0.0386, 0.2701, 0.4423
Si, -0.0621, 0.1759, -0.11
Si, -0.8165, 0.4996, -0.3306
Si, 0.2228, -0.0221, 0.2734
Si, -0.2689, 0.0781, 0.2108
Si, -0.1455, 0.2292, -0.0491
Si, -0.0588, -0.0015, -0.0273
Si, 0.0335, 0.0416, -0.2063
Si, -0.1163, -0.1553, -0.0901
Si, -0.0228, -0.0631, -0.2877
O, -0.1405, 0.0878, 0.1852
O, -0.0598, 0.3852, 0.2586
O, 0.1696, -0.0412, 0.3752
O, -0.2802, 0.1643, -0.008
O, 0.2364, 0.0213, 0.333
O, 0.1263, -0.015, -0.1096
O, -0.0246, -0.1612, 0.6009
O, -0.1333, -0.0013, 0.0619
O, -0.0366, 0.2934, 0.1632
O, -0.2079, 0.1581, 0.2464
O, 0.3684, -0.0418, -0.1173
O, 0.1272, -0.0257, 0.4762
N, -0.0362, -0.1508, 0.211
O, 0.3145, 0.211, -0.1289
O, -0.2234, -0.0489, -0.2966
O, -0.2058, -0.0433, -0.5254
O, -0.0312, 0.1303, -0.292
O, 0.6753, -0.6088, -0.3342
O, 0.0696, -0.2383, -0.1905
O, -0.3888, -0.2199, -0.2667
O, -0.0682, -0.0678, -0.0256
O, 0.0679, 0.4159, -0.0394
O, 0.0384, 0.0428, -0.3266
O, -0.1098, 0.1081, 0.138
O, 0.0724, -0.3874, -0.4781
O, 0.1951, -0.1069, -0.0193
O, 0.1158, 0.3276, 0.1826
O, -0.2336, 0.4407, -0.0663
O, 0.2144, -0.0002, -0.2664
O, -0.0065, 0.216, -0.0179
O, -0.0254, 0.008, -0.1826
O, 0.1908, -0.02, -0.151
O, -0.0639, 0.2901, 0.3858
O, 0.1359, -0.1492, -0.2094
O, -0.443, -0.8619, 0.8825
O, 0.1388, 0.1836, -0.0369
O, 0.0524, -0.2362, 0.1165
O, -0.0667, -0.015, 0.09
O, -0.499, 0.1651, 0.0581
O, 0.0304, 0.1628, -0.0284
O, 0.0343, 0.2871, 0.1767
O, 0.0644, 0.064, 0.246
O, -0.0299, -0.3434, -0.0953
O, 0.2501, 0.2313, -0.1546
O, 0.1953, 0.0495, 0.085
O, 0.0217, 0.0239, 0.0177
O, -0.0302, 0.0326, 0.2611
O, 0.0129, -0.0192, 0.1695
O, 0.1475, -0.0766, 0.0493
O, -0.2783, -0.069, -0.274
N, 0.0338, 0.1119, 0.055
O, 0.0218, -0.0235, -0.1615
O, 0.3867, 0.133, 0.1039
O, -0.1907, -0.0996, -0.299
O, -0.1511, -0.0108, -0.0492
O, 0.1951, 0.1451, -0.12
O, -0.0353, -0.0014, -0.199
O, 0.0997, -0.2127, -0.0684
O, -0.1499, 0.1461, 0.395
O, -0.1145, -0.1401, 0.2139
O, 0.07, -0.0766, 0.0315
O, 0.4617, -0.1748, -0.3123
O, -0.4277, 0.1128, -0.3899
